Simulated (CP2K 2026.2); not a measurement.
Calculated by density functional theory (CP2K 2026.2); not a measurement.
Periodic cell of 439 atoms, Si320O119, from a study of silicon, its oxide and their interface. The atomic structure is a simulated model.
Doubt: the forces sum to 3.42 eV/angstrom along one axis rather than to zero, so they err by at least 0.0078 eV/angstrom per atom on average; the grid cutoff is modest.

Settings: functional PBE; method Gaussian and plane waves; basis set DZVP-MOLOPT-SR-GTH; pseudopotentials GTH-PBE; grid cutoff 350 Ry, relative cutoff 50 Ry; k points Gamma only; occupations fixed; spin none; net charge 0.

Cell vectors (angstrom)
a	15.3866	0	0
b	0	15.3866	0
c	-3.1117	-1.0268	33.3366

Atoms and the computed forces on them: element, x, y, z (angstrom), force x, y, z (eV/angstrom)
Si	12.0346	12.7379	28.4207	0.1751	-0.3036	0.8567
Si	12.3736	1.5379	28.5309	0.0419	0.093	0.1298
Si	12.2638	3.9623	28.5773	0.1199	-0.2264	0.453
Si	12.1177	8.2843	28.5867	0.2089	0.2818	0.8017
Si	0.6586	12.8008	28.5252	-0.1115	0.0615	0.7306
Si	0.6785	0.3627	27.4153	-0.0966	-0.0939	0.1327
Si	0.7624	5.6389	28.6718	-0.1286	0.0458	0.6943
Si	0.7422	8.0408	28.828	-0.0744	-0.1738	0.5827
Si	4.3926	12.9045	28.382	0.0425	-0.1679	0.7141
Si	3.6443	0.5467	27.8956	0.0479	-0.0339	0.6728
Si	4.542	5.2277	28.7274	0.0311	0.3297	0.6244
Si	4.549	7.6789	28.685	0.0332	-0.2495	0.7628
Si	8.2195	12.8113	28.525	-0.0028	-0.1076	0.7789
Si	7.9934	0.5229	28.1184	-0.1394	-0.0998	0.1416
Si	8.4196	4.8609	28.6512	-0.015	-0.1908	0.7289
Si	8.4055	8.0039	28.6278	-0.0897	0.1529	0.7856
Si	-1.3408	12.5502	29.7375	-0.0359	-0.0525	-0.0221
Si	-1.123	1.0243	29.8436	-0.4533	-0.0537	0.3344
Si	-1.1909	4.7691	29.7839	0.0161	0	-0.036
Si	-1.2858	8.5765	29.8836	-0.0088	0.0384	-0.0564
Si	2.5939	12.6223	29.8652	-0.0777	-0.0165	-0.0258
Si	3.5047	0.9398	30.1726	-0.0303	-0.0073	0.0612
Si	2.611	4.8624	29.966	-0.0436	0.0159	-0.0322
Si	2.7118	8.5003	29.9762	0.0035	0.0764	-0.0502
Si	6.3034	12.5421	29.8234	-0.0285	-0.0101	-0.0758
Si	5.9093	0.8754	30.3272	-0.2086	0.0176	0.5605
Si	6.472	4.7046	29.978	0.0033	0.0353	-0.0464
Si	6.4483	8.4311	29.8843	-0.0449	0.0123	-0.0922
Si	10.1883	12.4241	29.8085	-0.0124	0.0184	-0.0496
Si	10.5066	0.9835	29.9354	0.4872	-0.1381	0.2811
Si	10.3901	4.5969	29.922	-0.0053	0.0311	-0.0159
Si	10.2721	8.4521	29.9781	-0.0326	0.0259	-0.0332
Si	-1.2145	-0.9554	31.1742	0.0442	0.0428	-0.0154
Si	-1.0594	2.9008	31.2528	-0.0268	-0.0004	-0.0213
Si	-1.2893	6.6522	31.2596	0.0504	-0.0187	-0.0346
Si	-1.2646	10.5898	31.1233	0.0227	0.0234	0.0137
Si	2.7538	-0.9638	31.345	-0.0082	0.0217	0.0364
Si	2.7333	2.8894	31.2558	-0.0006	-0.0408	-0.0036
Si	2.6559	6.6812	31.4495	-0.0134	-0.0186	0.0021
Si	2.6537	10.5799	31.1371	-0.0417	0.009	0.002
Si	6.4284	14.2818	31.4258	-0.0072	0.0059	0.0219
Si	6.4835	2.8508	31.4111	0.0252	-0.0232	-0.0218
Si	6.511	6.6121	31.375	-0.02	-0.0355	0.0069
Si	6.4124	10.5063	31.1017	0.041	0.001	0.0091
Si	10.3683	14.3531	31.1905	-0.0465	0.009	0.0336
Si	10.3833	2.7999	31.4017	-0.0112	-0.0385	0.007
Si	10.3704	6.5385	31.3128	-0.0036	-0.0053	0.0147
Si	10.2675	10.4915	31.1793	0.0214	-0.0032	0.046
Si	12.276	-0.9984	32.5865	0.0108	0.0091	-0.0021
Si	-3.0177	2.8536	32.6375	0.0274	-0.0186	0.0035
Si	12.2556	6.6439	32.6887	-0.0183	0.0357	0.0217
Si	12.2231	10.5422	32.5375	-0.0051	-0.0073	-0.031
Si	0.7282	-0.964	32.5628	-0.0127	-0.0126	-0.0255
Si	0.8147	2.833	32.6391	-0.0056	-0.0205	-0.0079
Si	0.6528	6.6723	32.6483	0.0158	0.0156	0.0161
Si	0.6946	10.5584	32.4953	-0.0003	-0.0236	-0.025
Si	4.5623	14.2997	32.8157	0.0068	0.0363	-0.0051
Si	4.5686	2.918	32.746	-0.023	-0.0394	0.0035
Si	4.5959	6.6523	32.7456	0.0123	0.0148	0.0249
Si	4.5464	10.5341	32.5633	-0.0096	0.0148	-0.0244
Si	8.4557	14.3626	32.6087	0.0199	0.0262	0.008
Si	8.4371	2.8163	32.7098	0.0223	-0.0669	0.0172
Si	8.4486	6.6097	32.6805	0.0079	0.0096	0.0071
Si	8.3417	10.5142	32.5299	-0.0183	-0.0009	-0.0077
Si	-0.0198	13.4722	11.5722	-0.0024	-0.0016	-0.0075
Si	-0.0266	1.9393	11.5112	-0.0002	0.0058	-0.0097
Si	-0.0165	5.7815	11.5805	0.0129	0.0047	-0.006
Si	-0.0488	9.6404	11.5455	0.0052	-0.0077	-0.0153
Si	3.815	13.4574	11.5315	0.0273	-0.0051	-0.0245
Si	3.9003	1.9326	11.5274	-0.0133	-0.0253	-0.0053
Si	3.8515	5.7759	11.5859	0.0051	-0.0312	0.0028
Si	3.8753	9.6278	11.5776	0.0124	-0.0034	0.0083
Si	7.6929	13.4576	11.5126	-0.0212	0.0011	0.0003
Si	7.6491	1.9665	11.5493	-0.0053	-0.0131	0.0153
Si	7.6661	5.7695	11.5766	0.0057	0.0037	-0.0039
Si	7.6383	9.6135	11.5822	-0.0025	0.0049	0.0098
Si	11.562	13.474	11.5706	-0.0007	0.0168	-0.0109
Si	11.5669	1.9472	11.5171	0.0079	0.0018	-0.0131
Si	11.5179	5.7844	11.5713	-0.0053	0.0211	-0.0127
Si	11.5408	9.648	11.5811	0.0055	0.0101	-0.0192
Si	1.9061	13.5309	12.9177	0.0142	-0.0191	0.0032
Si	1.9375	1.9169	12.7851	-0.0234	-0.0082	-0.0529
Si	1.9229	5.7375	12.9361	-0.0307	0.0091	0.03
Si	1.901	9.6262	12.8332	-0.0335	-0.0034	-0.0242
Si	5.7588	13.3783	12.8374	-0.0393	0.0018	-0.0294
Si	5.7636	1.9563	12.9928	-0.0122	0.0023	0.0395
Si	5.7664	5.7688	12.9807	0.0288	0.0376	-0.0136
Si	5.7567	9.6002	13.0438	0.0047	-0.0183	-0.0103
Si	9.6095	13.4925	12.8717	-0.0258	-0.0187	0.0025
Si	9.6185	2.0217	12.8152	0.0279	0.0125	-0.023
Si	9.5842	5.7313	12.9373	-0.0041	0.0081	0.0085
Si	9.5834	9.6328	12.886	0.0264	-0.0273	-0.0165
Si	13.4703	13.4522	12.9808	0.012	0.0179	0.0002
Si	13.4699	1.8991	12.9135	0.0028	-0.0082	0.0391
Si	13.4361	5.8546	12.9355	0.0087	-0.0258	0.0213
Si	13.4547	9.6883	12.9811	0.0047	0.0087	0.0138
Si	1.9003	0.1201	14.2577	-0.0052	-0.0108	0.027
Si	2.002	3.7275	14.218	0.0082	0.0328	0.0473
Si	1.8896	7.7267	14.2025	0.0218	-0.0229	0.0079
Si	1.8882	11.5487	14.1619	0.014	0.016	0.0106
Si	5.7439	-0.1131	14.1542	0.0143	-0.0011	-0.0345
Si	5.7771	3.9071	14.4304	-0.0157	-0.0596	0.0787
Si	5.7351	7.6418	14.4228	-0.0052	-0.0007	0.0088
Si	5.7818	11.5724	14.3679	0.0028	-0.0256	-0.0076
Si	9.6394	0.1143	14.1022	0.0032	-0.0016	0.0324
Si	9.573	3.8101	14.3473	0.0125	0.0213	-0.0048
Si	9.5951	7.6912	14.2153	-0.0193	0.0063	-0.0404
Si	9.5669	11.5631	14.226	-0.0297	0.0115	-0.0174
Si	13.5394	-0.0187	14.3422	0.0053	0.0249	0.0129
Si	13.4399	3.8729	14.1844	0.0037	0.0494	-0.05
Si	13.4387	7.7881	14.3524	-0.0067	-0.0603	-0.0219
Si	13.4335	11.5738	14.4369	-0.0148	-0.0027	0.009
Si	0.0819	0.0977	15.8059	-0.0277	-0.0328	0.0125
Si	0.0188	3.797	15.4305	-0.0348	-0.0302	-0.0121
Si	0.026	7.7823	15.6515	0.0015	0.0489	0.0772
Si	0.0858	11.6359	15.6787	-0.0123	0.0063	0.0524
Si	3.8561	0.0122	15.544	0.0205	-0.0514	-0.016
Si	3.8059	3.8126	15.7941	-0.0293	-0.0337	-0.0027
Si	3.7075	7.6272	15.6941	0.0232	0.0379	0.0249
Si	3.7595	11.5494	15.5649	0.0503	-0.0528	0.0016
Si	7.7117	-0.0282	15.3926	-0.0561	-0.0355	-0.1121
Si	7.704	3.7799	15.8741	0.0213	0.0111	-0.0071
Si	7.7549	7.675	15.688	0.029	-0.0096	0.0272
Si	7.7378	11.6017	15.7352	-0.0309	-0.0017	0.0165
Si	11.5056	0.0237	15.5226	0.0554	-0.006	0.0169
Si	11.5732	3.8655	15.6061	0.0204	0.0319	0.0431
Si	11.4562	7.8027	15.649	0.0132	0.026	0.0728
Si	11.3892	11.5438	15.7094	0.0103	-0.0272	0.1021
Si	0.7817	13.5277	16.9766	0.13	0.0605	-0.6416
Si	-0.3839	2.1155	17.0499	0.3307	-0.1123	-0.7544
Si	0.5207	5.7097	16.6193	0.3153	0.1804	-0.5572
Si	0.4239	9.72	16.9919	-0.1517	-0.0351	-0.8293
Si	3.1803	13.4861	16.7362	-0.0524	0.0615	-0.0333
Si	4.5344	1.8235	16.9255	0.0726	0.0225	0.0389
Si	2.9314	5.7406	16.9515	-0.0722	-0.0108	-0.038
Si	3.5149	9.631	16.9049	0.1142	-0.0363	-0.753
Si	8.4233	13.6112	16.8325	0.0544	-0.0309	-0.0413
Si	6.9775	1.6724	16.8445	-0.1439	0.3055	-0.3749
Si	8.2711	5.7858	17.0613	-0.2881	-0.088	-0.8153
Si	8.1755	9.6216	16.968	0.2746	0.0501	-0.5622
Si	10.8289	13.5545	16.8033	-0.2641	0.0155	-0.6912
Si	11.8357	1.909	16.8732	-0.1047	0.0669	-0.7675
Si	11.4137	5.8246	16.9015	0.1884	-0.0164	-0.7588
Si	10.6834	9.6385	16.9825	-0.2967	0.0308	-0.7949
Si	12.2589	2.7239	23.666	0.0747	-0.0647	-0.0497
Si	-0.3327	13.221	19.9753	0.1134	-0.0244	-0.1265
Si	2.6343	5.7845	19.2919	0.0917	0.0272	-0.5681
Si	10.6414	6.6712	21.3007	-0.073	-0.0205	-0.0454
Si	5.8506	9.415	19.113	0.0807	0.0568	-0.1337
Si	2.917	11.9607	23.1611	0.0067	-0.0013	0.0386
Si	8.6664	2.848	21.1519	-0.0443	0.0784	0.0409
Si	1.0162	6.8845	23.2812	-0.028	0.0442	0.1077
Si	5.7983	1.6348	21.6288	-0.105	0.0341	-0.0599
Si	9.0989	13.3547	23.4396	0.0148	-0.0821	-0.0047
Si	5.3077	6.7066	20.6885	-0.049	0.0959	-0.0974
Si	11.6285	9.3944	20.0499	-0.0297	0.0288	-0.0852
Si	3.9656	1.358	19.1892	0.3501	0.1207	-0.6436
Si	1.2706	2.9181	19.7095	-0.1676	0.0215	-0.1957
Si	6.886	14.23	21.506	0.0464	0.0828	-0.1387
Si	12.5377	4.0853	21.0217	0.0136	0.087	0.0334
Si	1.3072	2.099	22.5211	0.0638	-0.0244	0.0305
Si	-1.5259	5.7481	18.9682	-0.0426	-0.039	-0.2254
Si	3.9837	3.3591	23.5112	-0.0237	0.0321	0.038
Si	12.6462	10.4234	26.5803	-0.0533	-0.0126	-0.0051
Si	7.8351	2.8311	26.2452	0.0114	0.0604	0.2481
Si	7.3492	14.709	18.604	0.4634	-0.2089	-0.339
Si	1.0729	14.4388	22.5859	-0.1582	-0.038	0.0506
Si	4.0911	6.4756	23.321	0.0596	-0.0174	0.1491
Si	4.2784	13.8079	18.7175	-0.3012	-0.1749	-0.5172
Si	11.9696	14.0043	19.7802	-0.051	-0.0195	-0.1123
Si	9.587	3.882	23.9859	-0.0352	-0.0146	0.0291
Si	-0.4977	2.3037	25.1439	0.166	-0.0256	0.0354
Si	11.0183	1.5939	19.7762	0.0038	-0.0136	-0.1575
Si	-0.7021	10.1153	19.8788	0.025	0.0584	-0.2027
Si	7.7637	11.7866	25.645	-0.071	0.0093	0.0854
Si	-1.3975	14.0597	24.4885	-0.0088	0.0341	0.003
Si	4.9862	11.8221	20.8487	-0.0807	0.0527	-0.1047
Si	12.3679	5.9936	26.5207	-0.1045	-0.1171	0.0474
Si	7.9719	5.5569	20.047	0.052	0.0415	-0.0885
Si	12.3503	-0.0577	26.7414	0.083	0.3536	0.277
Si	-2.0806	11.1371	23.8182	-0.0264	0.0677	0.0105
Si	0.2924	7.4765	20.4797	0.0337	-0.0921	-0.0699
Si	0.6341	9.9801	23.7856	-0.036	-0.0339	0.0161
Si	10.9593	11.7567	21.7532	0.0327	-0.0176	-0.0138
Si	0.3575	10.2437	26.8506	0.0394	-0.231	0.0718
Si	4.7568	3.0921	26.4106	-0.0669	0.0998	0.1495
Si	-0.0953	5.3385	25.7985	0.0472	0.1055	0.0704
Si	8.1331	8.7981	25.6891	-0.0808	0.0271	0.141
Si	5.0917	8.3514	25.634	0.0263	0.0624	0.0331
Si	4.7326	11.4754	25.5939	0.0258	-0.0494	0.0982
Si	11.4416	-0.0004	23.9159	0.0523	0.0119	0.1322
Si	10.1367	6.7548	24.3649	0.0432	-0.0767	0.0913
Si	-0.0117	13.4741	0.6031	-0.0086	0.026	-0.0117
Si	0.0151	1.9402	0.6394	-0.013	-0.0055	-0.0074
Si	0.0225	5.7647	0.7084	0.0182	-0.0364	-0.0126
Si	-0.0292	9.6573	0.6135	0.0027	0.0188	0.0164
Si	3.8348	13.491	0.5736	0.0328	-0.0091	-0.0292
Si	3.8451	1.9374	0.653	-0.01	0.0037	0.0314
Si	3.8536	5.7809	0.6753	0.0095	0.0083	-0.0085
Si	3.7952	9.676	0.5926	0.0111	-0.0166	0.0056
Si	7.6734	13.3897	0.7335	0.0348	-0.007	0.0187
Si	7.678	1.9528	0.7028	-0.0103	0.0036	0.0116
Si	7.6914	5.8032	0.8004	0.0113	0.0232	0.0221
Si	7.6744	9.663	0.6448	-0.0145	-0.0153	0.0289
Si	11.5319	13.4458	0.6112	-0.0001	0.018	-0.0232
Si	11.5318	1.9018	0.6791	0.0021	-0.0034	0.0217
Si	11.5436	5.7535	0.7344	0.004	0.0069	-0.0109
Si	11.52	9.6306	0.6085	-0.0176	-0.0011	0.0053
Si	1.918	13.4703	1.9669	-0.0002	0.0147	-0.0217
Si	1.9232	1.9312	2.016	0.0019	-0.001	0.0042
Si	1.941	5.7703	2.05	0.0007	-0.0006	0.003
Si	1.8961	9.6612	1.9852	-0.0176	-0.0213	-0.0089
Si	5.7163	13.4436	2.0212	0.0085	0.0074	-0.0022
Si	5.7513	1.9331	2.0451	-0.0112	-0.0048	-0.0135
Si	5.7391	5.8007	2.0832	0.0098	0.0061	0.0094
Si	5.7256	9.6496	1.9807	0.0073	-0.0209	0.0017
Si	9.6324	13.4457	2.0266	-0.0114	0.0214	0.0042
Si	9.6124	1.9286	2.044	-0.0195	0.0052	-0.0002
Si	9.6332	5.7793	2.0999	-0.0067	-0.0091	0.0151
Si	9.6078	9.6426	1.9997	-0.0025	-0.0161	-0.004
Si	13.4557	13.4579	1.9842	-0.0064	0.0244	-0.0036
Si	13.4733	1.9326	2.0123	-0.0121	0.0063	0.01
Si	13.4789	5.7633	2.0586	-0.0141	0.0065	0.0043
Si	13.44	9.6524	1.9889	0.0093	-0.0197	-0.0023
Si	1.9198	-0.0037	3.3571	-0.0059	0.012	0.0028
Si	1.9203	3.8452	3.3986	-0.018	-0.0039	0.0082
Si	1.9196	7.7302	3.3599	0.0075	-0.0015	-0.0044
Si	1.9084	11.5647	3.3639	0.004	-0.0012	0.0022
Si	5.752	-0.0067	3.3797	0.0143	0.0017	0.0119
Si	5.7469	3.8559	3.4118	-0.0026	-0.0008	0.009
Si	5.7424	7.7447	3.3904	0.0029	-0.005	0.0004
Si	5.7277	11.537	3.3894	0.0012	0.0151	-0.0075
Si	9.607	-0.007	3.3809	-0.0062	0.0017	0.0056
Si	9.6198	3.8419	3.4207	0.0018	-0.0064	0.0108
Si	9.6145	7.7342	3.3956	-0.0049	-0.0018	-0.0062
Si	9.6259	11.5372	3.3937	0.014	0.0052	-0.0102
Si	13.4594	-0.0028	3.3597	-0.003	-0.0036	-0.0052
Si	13.4633	3.8401	3.4064	-0.0012	-0.0048	0.0115
Si	13.4581	7.7226	3.3674	0.0073	-0.0101	-0.0064
Si	13.4539	11.5546	3.3759	0.0186	0.007	0.004
Si	-0.003	0.0007	4.7267	0.0108	-0.0062	0.0009
Si	0.0001	3.8517	4.7616	0.0103	0.0001	-0.0055
Si	-0.0026	7.718	4.7272	0.0017	0.0089	-0.0099
Si	-0.0078	11.5541	4.7365	-0.0022	-0.0008	0.0076
Si	3.8299	0.0042	4.7409	-0.0048	-0.0171	-0.0012
Si	3.8303	3.8518	4.7708	-0.0123	-0.0008	-0.0019
Si	3.8228	7.7266	4.7479	0.0031	0.0113	0.0035
Si	3.815	11.5458	4.7523	0.0062	-0.0157	0.0121
Si	7.6816	-0.0018	4.7407	0.007	-0.0062	-0.0003
Si	7.683	3.8533	4.7593	0.0132	-0.0036	-0.0059
Si	7.68	7.7237	4.7418	0.0041	0.0071	-0.0005
Si	7.6783	11.5451	4.7293	0.0011	-0.0009	-0.0026
Si	11.5359	0.0056	4.7346	-0.0111	0.0134	0.0027
Si	11.5409	3.8487	4.7696	-0.0052	0.0065	0.0012
Si	11.5412	7.7199	4.7453	-0.0074	0.0084	-0.003
Si	11.5405	11.5463	4.7559	-0.0092	-0.0044	0.007
Si	-0.0049	13.474	6.1022	0.0002	-0.002	0.0057
Si	0.0004	1.9199	6.1062	-0.0125	0.0071	0.0016
Si	0.0001	5.7961	6.0998	-0.0134	0.002	-0.0092
Si	-0.0084	9.6284	6.1039	0.0147	-0.0112	0.0027
Si	3.8302	13.4718	6.1062	0.0036	-0.0008	0.0023
Si	3.8288	1.9226	6.1162	0.0098	0.0029	-0.0002
Si	3.8268	5.7949	6.1045	-0.0035	0.0094	-0.0047
Si	3.8233	9.6313	6.1231	-0.011	0.0008	0.0072
Si	7.6872	13.4621	6.0991	-0.005	-0.0028	-0.0032
Si	7.6874	1.9244	6.1092	-0.014	0.0033	-0.0016
Si	7.688	5.7928	6.1011	-0.0072	0.0001	0.0002
Si	7.6822	9.6352	6.113	0.0011	0.0059	-0.0021
Si	11.526	13.4752	6.1063	0.0061	-0.0078	0.0005
Si	11.5346	1.9211	6.1142	0.0077	0.0034	0.0017
Si	11.5283	5.7917	6.1049	0.0076	-0.0028	-0.0073
Si	11.5412	9.6274	6.1215	0.0167	-0.0061	0.0007
Si	1.9141	13.4728	7.4766	0.0157	-0.0092	0.0079
Si	1.9116	1.9294	7.4863	-0.0031	-0.0128	0.0016
Si	1.9138	5.7934	7.4822	0.0059	0.0067	0.0046
Si	1.9031	9.62	7.4811	0.0062	0.0098	-0.0033
Si	5.7635	13.4649	7.4531	0.0059	-0.0002	-0.0082
Si	5.7602	1.9307	7.4628	-0.0005	-0.0096	0.0004
Si	5.7587	5.7939	7.4507	-0.0104	-0.0061	-0.0064
Si	5.7561	9.6267	7.473	-0.01	0.0061	-0.0037
Si	9.6024	13.4691	7.4766	-0.0191	-0.0008	-0.005
Si	9.6107	1.9315	7.4777	0.0011	-0.0033	0.0007
Si	9.6071	5.7911	7.4775	0.0086	0.008	-0.0028
Si	9.6096	9.6262	7.4736	0.0066	0.0045	-0.0014
Si	13.4531	13.4737	7.4555	-0.0041	0.0095	0.0047
Si	13.4615	1.9287	7.4642	-0.0065	-0.0014	-0.0016
Si	13.457	5.7996	7.4512	-0.0021	-0.002	-0.0029
Si	13.4623	9.6251	7.48	-0.0007	0.0004	0.0011
Si	1.9179	0.0055	8.8479	-0.001	-0.0004	0.0092
Si	1.9157	3.865	8.8418	-0.0098	0.0055	0.0055
Si	1.9174	7.7092	8.862	-0.0154	0.0072	-0.0029
Si	1.9067	11.5419	8.8332	-0.003	-0.0282	-0.0036
Si	5.7722	0.0005	8.8082	-0.0087	0.0041	-0.0059
Si	5.7556	3.8709	8.8035	0.0024	-0.0046	-0.0119
Si	5.7599	7.6989	8.8325	0.0102	0.0031	-0.0036
Si	5.7557	11.552	8.8247	0.0006	0.0088	-0.003
Si	9.603	0.0088	8.8416	0.002	-0.0069	0.0059
Si	9.6102	3.8628	8.8392	0.0036	-0.0019	0.0029
Si	9.6006	7.7126	8.8518	0.0002	0.0103	0.003
Si	9.6126	11.5414	8.8406	0.0021	-0.005	0.0064
Si	13.4519	0.0045	8.8185	0.0062	0.0058	-0.0006
Si	13.4622	3.8742	8.7972	-0.0003	0.0105	-0.012
Si	13.4485	7.6991	8.8427	0.0073	-0.0155	0.0001
Si	13.4562	11.5584	8.8242	0.0044	-0.002	0.0071
Si	-0.0255	-0.0019	10.1882	0.0131	-0.0026	0.0045
Si	-0.0271	3.8772	10.1828	-0.0013	0.0002	-0.0057
Si	-0.0204	7.7005	10.2093	0.0091	0.0025	0.0069
Si	-0.0172	11.5623	10.1918	0.0288	-0.0007	-0.0001
Si	3.87	0.0004	10.1802	0.0062	-0.0068	-0.0046
Si	3.8555	3.8692	10.1904	-0.0201	-0.006	-0.0059
Si	3.8571	7.6999	10.2179	-0.0176	0.0117	0.002
Si	3.8339	11.5334	10.1857	-0.027	0.0239	-0.0043
Si	7.6705	0.0225	10.1956	-0.0005	-0.0131	-0.0071
Si	7.6617	3.8723	10.1778	0.0004	0.0084	-0.0025
Si	7.6683	7.6967	10.2133	0.0093	-0.0062	-0.0044
Si	7.675	11.5247	10.1853	0.0088	0.009	-0.0047
Si	11.5384	0.0028	10.1895	-0.0209	0.0083	0.0044
Si	11.5614	3.8791	10.1762	0.0051	-0.0087	0.0002
Si	11.5259	7.7166	10.2162	-0.0091	-0.0118	-0.0001
Si	11.5454	11.5564	10.1992	-0.009	-0.0009	0
O	0.2192	0.9875	28.8471	0.2245	0.3243	-0.0945
O	4.3299	14.4392	27.7588	0.2123	0.1604	-0.0078
O	6.5651	0.7922	28.8182	-0.3528	0.2586	-0.3047
O	9.1419	1.1698	29.0354	0.0479	0.2901	0.0415
O	0.6972	10.4507	25.3153	0.3278	0.2228	0.0625
O	0.4458	13.5262	18.5895	0.1304	0.1615	0.1402
O	13.401	1.9591	17.3916	0.0587	-0.2205	0.1095
O	0.5904	2.5972	21.1488	-0.5622	0.074	0.2009
O	1.9859	9.6813	17.5263	-0.0249	0.0864	0.4879
O	3.7428	-0.2361	19.4556	-0.3421	-0.2495	0.2349
O	0.2955	9.089	20.6469	0.3789	0.4298	0.585
O	12.2522	11.5311	22.6904	0.0909	-0.0219	-0.3318
O	6.2965	3.1853	25.9523	0.0241	0.3848	-0.3091
O	9.5896	1.7068	20.5005	-0.1933	-0.603	-0.046
O	7.2978	9.5688	18.3803	0.0632	0.1146	0.475
O	7.3767	0.9494	18.3049	-0.0569	0.4383	0.4545
O	10.8518	1.7561	18.1683	-0.3456	-0.1293	-0.1081
O	9.8706	5.738	17.4565	0.0225	-0.153	0.2941
O	12.4575	5.8805	18.1708	-0.0474	-0.0304	0.1956
O	11.2928	9.5672	18.4889	0.0071	0.1301	0.2142
O	-0.5594	9.8683	18.2797	-0.5037	-0.0752	0.0552
O	12.5659	10.276	24.9794	-0.4942	-0.5731	-0.1076
O	-0.3033	11.6289	20.2572	0.2227	-0.1581	0.2401
O	-1.8379	13.7485	19.8243	-0.086	0.1918	-0.3086
O	0.8815	8.802	27.3556	0.0031	-0.0603	-0.5496
O	7.9864	1.2924	26.7095	0.1957	-0.2254	-0.3576
O	4.5377	1.714	27.2171	0.4156	0.0101	0.0496
O	4.374	11.8279	27.1414	0.0102	-0.4495	0.2115
O	2.539	6.5536	22.9318	0.1519	-0.0374	-0.5347
O	0.3237	2.2175	23.7793	0.0474	0.0414	-0.0575
O	0.5142	5.8552	24.4076	0.2368	-0.3682	-0.2481
O	1.0183	11.4846	27.625	0.3929	-0.2119	-0.2716
O	5.0563	2.3492	22.863	0.1166	0.0015	0.1379
O	-1.7499	-0.7702	25.9836	0.482	-0.2847	0.0705
O	4.7482	9.8879	25.2773	-0.3095	0.1548	-0.5336
O	0.933	5.5335	27.0302	0.388	-0.0034	-0.3107
O	0.3128	2.4849	18.4782	0.1358	0.2625	0.3682
O	11.4288	13.6355	18.3154	0.3463	-0.2586	0.174
O	4.938	7.2259	22.17	0.2227	0.5415	0.0539
O	4.6381	9.6693	18.0771	0.0736	0.3458	-0.0707
O	4.0333	11.5048	22.0944	-0.0289	-0.3229	0.0903
O	2.5631	1.9933	19.5973	-0.0709	-0.2751	0.2343
O	11.7915	14.2307	27.8118	-0.4066	0.3198	0.019
O	-0.8449	10.2999	23.1927	-0.1841	-0.0606	-0.6436
O	4.0369	5.8804	20.1065	-0.0165	-0.3889	0.1761
O	8.2665	14.3349	27.9212	0.0246	0.1614	-0.1968
O	1.6537	7.0288	19.7119	0.2357	0.1741	-0.1786
O	8.1117	10.3029	25.1159	0.0684	0.0124	-0.6622
O	12.9959	3.5591	22.489	0.5948	0.3146	0.0898
O	2.5763	3.0672	22.776	-0.0846	0.2032	-0.4864
O	9.6363	12.0684	22.6188	-0.3661	-0.5082	0.0007
O	8.6611	2.9304	24.8749	-0.0621	-0.4258	-0.2479
O	11.9326	2.8153	20.2611	0.2913	-0.0671	-0.2018
O	12.8237	14.633	23.5265	0.1902	0.1406	-0.541
O	2.2776	13.4065	22.8504	0.3892	0.1797	-0.1742
O	-1.4827	6.1383	26.0369	-0.0427	0.1777	-0.0245
O	0.0402	14.4691	23.8598	0.1941	0.2893	0.3849
O	10.6323	7.0822	22.8642	0.0947	0.2973	-0.1217
O	8.4861	8.878	27.2631	0.1375	0.6824	-0.0572
O	-1.0627	7.1412	19.6468	-0.2967	0.539	-0.1798
O	5.8549	14.0892	18.4148	0.0366	-0.2499	-0.3959
O	10.2268	14.485	23.4484	-0.2625	0.2632	-0.3874
O	-0.3469	3.7579	25.7837	-0.1734	-0.2892	0.3165
O	9.3747	3.5457	22.4264	0.1394	0.2224	-0.232
O	6.2054	12.0964	25.3152	-0.0468	0.5003	-0.1962
O	9.1473	6.4598	20.7017	-0.0396	0.2906	0.038
O	12.0356	11.8248	27.0679	-0.4293	0.0846	-0.2522
O	4.4683	4.8998	23.3591	0.614	0.134	-0.1585
O	7.3	2.1809	21.6201	0.1087	-0.3143	0.1678
O	3.6078	12.092	24.619	-0.2438	0.2169	0.2361
O	12.1773	6.8052	27.9101	0.015	-0.2494	0.28
O	4.4185	4.4082	27.3	-0.1636	0.0458	-0.415
O	6.5917	5.7416	20.861	0.0219	-0.1513	0.2615
O	-0.3195	5.3501	17.9899	0.0991	-0.4014	-0.0187
O	12.0963	4.4686	27.0034	-0.1412	-0.3636	-0.5078
O	4.5473	8.1436	27.1275	-0.0495	0.1012	-0.1853
O	11.3565	7.8723	20.4956	-0.0036	-0.2107	-0.1875
O	-1.4698	12.4519	24.5331	0.3158	-0.106	0.4162
O	8.4468	6.428	28.1377	0.0338	-0.071	-0.4122
O	11.6734	0.1641	20.1203	0.244	0.0016	0.532
O	8.7027	12.8716	24.9205	0.2041	0.3562	0.2535
O	1.7737	10.8253	23.0407	0.0625	-0.1004	-0.5576
O	8.4118	4.0051	20.0526	-0.1807	-0.2681	-0.4239
O	7.5862	5.9691	18.5255	-0.4315	0.2126	0.0817
O	8.0654	11.8341	27.2313	-0.0139	-0.6204	0.1314
O	11.227	13.0384	20.8216	-0.3652	0.0953	0.3181
O	7.7582	14.5488	20.1684	0.6235	-0.027	0.1169
O	5.0781	1.9535	20.2145	0.1977	0.2867	-0.0558
O	11.3013	0.2212	25.5279	-0.5889	0.4975	0.0458
O	0.1741	6.7343	21.9118	-0.3791	-0.2085	-0.043
O	4.1041	12.5208	19.6834	-0.4503	-0.2411	-0.0329
O	9.2456	7.9725	24.8927	0.0235	0.061	-0.0289
O	5.7053	10.4889	20.3045	0.3873	-0.1256	0.5681
O	10.6977	10.4125	20.8998	-0.5234	-0.2474	0.231
O	5.8325	0.0283	21.8175	-0.4716	-0.3229	0.0043
O	8.4122	3.8727	27.3502	-0.0193	-0.2026	-0.1861
O	5.6903	7.9372	19.7274	-0.0162	-0.1125	-0.3897
O	11.1573	3.6867	24.3438	0.1025	0.386	0.2325
O	6.683	8.103	25.5117	0.0306	-0.4379	0.0537
O	-0.0758	1.1813	26.2273	0.0395	-0.2338	-0.1685
O	-1.228	10.3198	27.1103	-0.0718	-0.0329	0.2345
O	3.823	3.0725	25.0946	-0.6617	-0.1014	-0.0216
O	0.5103	14.1262	27.5488	-0.1893	-0.1153	-0.5913
O	1.7952	4.4445	19.6735	-0.1218	0.0428	0.3165
O	1.7045	0.5306	22.4017	0.2938	-0.1918	-0.1565
O	0.9026	8.4046	23.7772	0.1198	0.0815	0.3234
O	4.3519	7.271	24.6962	-0.0959	-0.1269	0.1758
O	-2.0654	2.1576	24.7498	-0.0528	-0.4512	0.12
O	11.45	1.417	23.1332	-0.4407	0.0689	-0.5694
O	13.1581	9.8307	20.2984	-0.0472	-0.1669	0.5392
O	6.1311	12.8365	21.3067	0.2444	-0.0731	0.0619
O	0.3235	13.9939	21.2249	-0.0218	0.0091	-0.0769
O	-1.6142	4.6252	20.1304	0.3004	-0.4467	0.2807
O	11.8268	9.2511	27.3012	-0.5817	-0.047	-0.3349
O	7.8314	14.0572	22.7737	-0.2097	0.3732	0.2169
O	9.2239	5.4195	24.3125	-0.6171	-0.0645	0.0537
O	2.2352	0.6008	27.105	0.2064	0.3691	-0.6474
O	11.4753	5.2973	21.1377	-0.1838	-0.0472	-0.0343
O	11.3926	6.5231	25.3618	0.1833	0.073	-0.2633

Results
total energy: -86410.297 eV
total energy less fixed offsets of O -438.35, Si -107.03 eV per atom: 2.953 eV
